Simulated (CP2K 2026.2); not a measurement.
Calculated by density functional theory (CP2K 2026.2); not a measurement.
Periodic cell of 516 atoms, Si360O156, from a study of silicon, its oxide and their interface. The atomic structure is a simulated model.
Doubt: the forces sum to 3.74 eV/angstrom along one axis rather than to zero, so they err by at least 0.0072 eV/angstrom per atom on average; the grid cutoff is modest.

Settings
functional: PBE
method: Gaussian and plane waves
basis set: DZVP-MOLOPT-SR-GTH
pseudopotentials: GTH-PBE
grid cutoff: 350 Ry, relative cutoff 50 Ry
k points: Gamma only
occupations: fixed
spin: none
net charge: 0

Cell vectors (angstrom)
a 16.32 0 0
b 0 16.32 0
c -0.0435 7.7102 34.8988

Atoms and the computed forces on them: element, x, y, z (angstrom), force x, y, z (eV/angstrom)
Si 0.427 15.042 32.667 0.095 -0.061 0.194
Si 0.975 7.659 31.453 -0.063 0.021 -0.05
Si 14.545 4.677 0.085 -0.041 -0.01 -0.099
Si 1.896 6.217 0.265 0.085 -0.218 0.578
Si 3.086 18.078 33.037 0.029 -0.021 0.092
Si 0.211 17.764 34.116 -0.247 -0.098 0.559
Si 3.916 21.129 33.457 -0.052 0.01 0.078
Si 7.027 0.819 0.246 0.007 -0.078 -0.003
Si 8.636 9.443 31.293 -0.052 -0.15 0.041
Si 6.333 7.216 0.215 0.01 0.018 -0.061
Si 4.644 8.953 0.241 0.109 -0.138 0.582
Si 8.462 20.724 30.392 0.001 0.026 0.074
Si 8.834 15.543 0.24 -0.131 0.183 0.667
Si 11.663 1.927 0.084 -0.07 0.19 0.547
Si 10.027 3.755 0.153 -0.015 -0.053 -0.046
Si 13.09 6.601 0.265 0.066 -0.228 0.503
Si 9.891 17.344 34.817 -0.159 0.104 0.778
Si 13.115 7.914 33.163 -0.048 0.14 0.012
Si 0.592 0.679 1.251 -0.016 0.057 -0.02
Si 2.391 2.485 1.543 -0.012 -0.003 -0.083
Si 0.011 5.427 1.457 0.052 0.008 -0.075
Si 2.829 8.023 1.452 0.009 -0.003 -0.069
Si 15.743 10.08 1.404 -0.048 -0.078 0.057
Si 3.37 14.295 1.305 0.152 0.143 0.559
Si 5.208 16.066 1.539 0.003 -0.003 -0.059
Si 8.18 2.66 1.353 -0.007 0.023 0.015
Si 4.086 6.771 2.955 0.034 -0.019 -0.015
Si 8.246 8.314 1.234 0.035 0.016 0.079
Si 5.466 10.858 1.392 0.037 -0.01 -0.06
Si 8.031 13.633 1.363 -0.007 0.033 -0.118
Si 10.739 16.427 1.346 -0.001 0.012 -0.051
Si 13.531 2.865 1.261 -0.033 -0.034 -0.098
Si 11.111 5.547 1.332 -0.005 0.011 -0.016
Si 13.974 8.342 1.669 0.038 0.144 -0.097
Si 11.186 11.104 1.436 0.032 0.054 -0.041
Si 12.951 12.941 1.413 -0.056 -0.062 0.023
Si 15.009 1.464 2.532 0.032 -0.04 -0.03
Si 1.241 4.015 2.889 0.034 -0.021 -0.008
Si 15.112 6.786 2.956 0.001 -0.014 0.04
Si 1.321 9.385 2.689 -0.034 0.017 -0.056
Si 14.857 12.043 2.551 0.018 -0.008 -0.081
Si 1.481 15.142 2.518 0.002 0.011 -0.089
Si 4.046 1.355 2.786 -0.04 -0.054 0.033
Si 6.806 4.076 2.652 0.032 0.019 0.008
Si 5.297 5.441 1.487 0.019 -0.055 0.105
Si 6.908 9.583 2.74 0.023 -0.029 -0.053
Si 4.075 12.334 2.615 -0.004 0.077 -0.033
Si 6.729 14.89 2.88 -0.019 0.044 -0.022
Si 9.486 1.389 2.848 -0.05 0.038 -0.038
Si 12.285 4.136 2.801 -0.013 0.003 0.003
Si 9.559 6.842 2.576 -0.005 0.001 0.036
Si 12.296 9.529 2.818 0.016 0.051 0.032
Si 9.514 12.278 2.666 -0.009 -0.069 0.031
Si 12.125 14.895 2.584 0.018 -0.011 -0.027
Si 13.628 16.289 3.838 0.03 0.009 0.013
Si 16.187 2.695 4.186 -0.01 -0.026 0.026
Si 13.638 5.441 4.184 0.014 -0.025 0.027
Si 0.133 8.123 4.27 0 0.033 0.021
Si 13.634 10.867 4.181 0.001 -0.024 -0.004
Si 0.004 13.601 3.748 0.002 -0.001 -0.006
Si 2.702 16.325 4.149 0.039 -0.007 0.038
Si 5.456 2.735 4.059 -0.018 0.017 0.028
Si 2.678 5.386 4.194 0.007 0.02 0.007
Si 5.511 8.214 4.108 0.007 -0.01 -0.005
Si 2.656 10.93 3.926 0.012 0 0
Si 5.407 13.51 4.183 -0.031 -0.014 0.012
Si 8.124 16.308 4.144 0.022 0.009 0.009
Si 10.898 2.757 4.117 -0.019 0.002 0.004
Si 8.193 5.466 3.977 -0.022 0.024 0.007
Si 10.865 8.15 4.052 0.016 -0.01 0.026
Si 8.217 10.922 4.107 0.024 0.019 0.016
Si 10.814 13.648 4.078 -0.004 0.007 0.027
Si 14.979 14.931 5.239 -0.017 0.023 -0.022
Si 1.311 1.347 5.476 -0.004 0.006 -0.035
Si 14.922 4.069 5.565 -0.007 0.017 0.031
Si 1.415 6.751 5.606 0.004 -0.031 0.021
Si 15.001 9.507 5.506 0.004 -0.028 0.01
Si 1.306 12.284 5.289 0.007 -0.009 0.013
Si 4.054 14.936 5.476 0.009 0.008 0.003
Si 6.766 1.364 5.456 -0.019 0.013 0.031
Si 4.092 4.041 5.472 0.027 -0.003 0.023
Si 6.851 6.806 5.42 0.04 -0.044 -0.006
Si 4.065 9.588 5.363 -0.01 -0.007 -0.034
Si 6.818 12.206 5.5 0.003 -0.003 0.007
Si 9.493 14.96 5.486 -0.031 0.026 0.029
Si 12.289 1.313 5.343 0.009 0.008 -0.012
Si 9.512 4.117 5.425 -0.012 0.041 0.005
Si 12.23 6.821 5.452 0.003 -0.006 0.002
Si 9.553 9.528 5.441 -0.012 -0.012 0.018
Si 12.223 12.272 5.424 -0.016 0.017 -0.033
Si 16.277 16.259 6.751 -0.005 -0.019 -0.012
Si 2.707 2.695 6.821 0.012 0.008 0.019
Si -0.003 5.413 6.893 0.002 0 0.021
Si 2.788 8.198 6.816 -0.003 -0.008 -0.026
Si 0.026 10.931 6.772 0.004 0.017 0.009
Si 2.663 13.573 6.762 0.005 0.002 0.005
Si 5.418 16.313 6.814 0.011 0.007 0.018
Si 8.151 2.738 6.783 0.003 -0.003 -0.009
Si 5.467 5.443 6.785 -0.022 0.019 -0.002
Si 8.185 8.162 6.801 -0.003 0.02 0.006
Si 5.423 10.861 6.81 0.002 0.009 -0.014
Si 8.152 13.596 6.839 -0.005 0.003 0.015
Si 10.908 16.326 6.764 0.013 -0.004 -0.012
Si 13.56 2.659 6.823 0.005 0.009 -0.012
Si 10.87 5.454 6.806 0.005 -0.016 -0.002
Si 13.6 8.16 6.824 -0.003 -0.013 0.013
Si 10.897 10.895 6.802 -0.011 -0.027 0.006
Si 13.622 13.634 6.719 0.023 0.022 -0.011
Si 14.935 17.673 13.579 -0.019 -0.002 -0.003
Si 1.355 4.089 13.577 0.022 -0.012 0.006
Si 14.973 6.81 13.567 -0.005 0.007 0
Si 1.376 9.548 13.611 -0.017 0.026 0.007
Si 14.974 12.229 13.603 0.015 0.002 -0.004
Si 1.361 14.939 13.585 0.004 -0.012 -0.011
Si 4.081 17.661 13.564 0.016 0.017 -0.007
Si 6.815 4.072 13.606 -0.009 -0.012 -0.002
Si 4.087 6.825 13.593 0.007 -0.014 -0.007
Si 6.793 9.544 13.629 0 0.005 -0.004
Si 4.103 12.234 13.64 0.001 -0.012 0.001
Si 6.786 14.942 13.617 0.001 0.012 0.003
Si 9.483 17.671 13.609 -0.009 0.017 -0.005
Si 12.23 4.063 13.599 0.011 -0.023 -0.001
Si 9.538 6.802 13.584 0.001 0.004 -0.001
Si 12.245 9.515 13.571 -0.012 -0.001 -0.005
Si 9.511 12.236 13.596 0.006 -0.013 0.005
Si 12.232 14.949 13.588 0.005 0.009 -0.003
Si 13.602 16.291 14.947 0.03 0.005 -0.007
Si 16.289 19.049 14.916 0.001 -0.008 -0.002
Si 13.601 5.454 14.918 0.012 0.011 -0.011
Si 0.012 8.171 14.939 0.027 -0.027 -0.001
Si 13.61 10.853 14.937 0.007 0.008 -0.009
Si 0.011 13.595 14.963 -0.026 0 -0.006
Si 2.726 16.298 14.921 0 -0.019 -0.016
Si 5.436 19.012 14.925 0.008 0.013 -0.004
Si 2.721 5.464 14.929 -0.019 0.025 -0.005
Si 5.414 8.196 14.983 -0.031 0.007 -0.002
Si 2.741 10.887 15.009 0.004 -0.027 0
Si 5.459 13.582 15.03 0.002 -0.026 0.014
Si 8.119 16.317 14.985 -0.015 0.013 0
Si 10.844 19.031 14.961 0.006 0.018 0.011
Si 8.206 5.432 14.942 -0.002 -0.007 -0.013
Si 10.887 8.167 14.942 0.003 -0.003 -0.026
Si 8.151 10.907 14.997 -0.013 0 0.004
Si 10.888 13.579 14.947 0.009 0.006 -0.017
Si 14.96 14.934 16.329 0.001 -0.018 -0.048
Si 1.288 17.608 16.222 -0.005 -0.005 0.007
Si 15.004 4.163 16.28 -0.028 -0.04 0.044
Si 1.431 6.883 16.308 0.035 0.015 -0.032
Si 14.927 9.462 16.305 -0.003 0.011 0.046
Si 1.382 12.274 16.34 0.013 0.03 0.01
Si 4.076 14.979 16.334 0.004 0.038 -0.008
Si 6.759 17.694 16.36 -0.018 -0.002 -0.01
Si 4.05 4.046 16.234 0.028 -0.017 0.016
Si 6.834 6.816 16.229 0.026 0.023 -0.004
Si 4.058 9.522 16.43 0.01 0.013 -0.003
Si 6.8 12.212 16.451 -0.008 0.013 -0.021
Si 9.488 14.91 16.283 0.007 -0.01 -0.001
Si 12.217 17.643 16.266 -0.021 -0.014 -0.007
Si 9.532 4.091 16.37 0.002 -0.009 0.003
Si 12.208 6.766 16.288 -0.025 -0.011 -0.007
Si 9.566 9.56 16.301 0.01 0.01 -0.004
Si 12.305 12.251 16.293 0.009 -0.016 0.014
Si -0.008 16.276 17.688 -0.009 -0.03 -0.019
Si 2.6 19 17.508 0.005 0.018 -0.044
Si 0.079 5.568 17.643 -0.01 -0.017 0.003
Si 2.718 8.165 17.851 -0.04 -0.027 0.009
Si 0.011 10.838 17.585 0.007 -0.021 0.002
Si 2.71 13.682 17.735 -0.019 -0.023 0.002
Si 5.377 16.349 17.74 -0.006 -0.005 -0.016
Si 8.148 19.048 17.704 -0.01 0.024 -0.047
Si 5.479 5.409 17.499 0.015 0.029 0.008
Si 8.18 8.184 17.591 -0.041 0.006 -0.004
Si 5.392 10.864 17.839 0.037 0.014 -0.012
Si 8.203 13.602 17.766 0.006 0.011 0.005
Si 10.886 16.208 17.61 0.044 0.028 -0.018
Si 13.575 19.092 17.511 0.013 -0.006 -0.033
Si 10.902 5.458 17.755 0.004 -0.017 -0.009
Si 13.554 8.065 17.666 0.015 0.01 -0.002
Si 10.967 10.915 17.65 -0.039 -0.036 -0.032
Si 13.675 13.542 17.721 0.026 0.005 -0.052
Si 14.942 17.777 18.845 -0.047 0.001 -0.001
Si 1.378 20.406 18.92 -0.007 -0.032 -0.016
Si 14.989 6.821 19.077 0.015 -0.039 0.057
Si 1.24 9.583 19.135 -0.016 -0.03 0.021
Si 15.051 12.12 19.053 -0.047 0.059 0.012
Si 1.297 14.965 19.191 -0.009 0.005 -0.05
Si 3.832 17.701 18.976 0.003 -0.029 0.022
Si 6.733 20.432 19.005 0.031 0.014 0.012
Si 4.212 6.679 18.984 0.007 0.037 0.01
Si 6.825 9.421 19.073 0.004 0.039 0.03
Si 4.003 12.309 19.148 0.032 -0.039 0.013
Si 6.799 15.001 19.07 0.045 0.059 0.04
Si 9.57 17.623 18.915 -0.031 0.003 0.048
Si 12.361 20.41 19.041 0.008 0.013 0.082
Si 9.477 6.856 19.034 0.002 -0.008 0.055
Si 12.275 9.504 19.012 -0.03 -0.008 0.019
Si 9.668 12.248 19.085 -0.055 -0.014 0.031
Si 12.252 14.864 19.023 0.041 0.02 0.02
Si 13.39 16.586 20.116 0.131 -0.064 -0.696
Si 15.947 19.445 20.159 -0.016 0.011 0.046
Si 14.227 4.929 20.298 0.135 -0.232 -0.61
Si 15.749 8.634 20.444 0.028 0.015 0.002
Si 13.98 10.45 20.345 0.053 -0.002 0.023
Si 0.444 13.075 20.407 0.139 -0.187 -0.515
Si 0.727 18.19 21.846 0.318 0.34 -0.236
Si 4.902 19.438 20.123 -0.009 0.029 0.065
Si 3.225 4.881 20.157 0.042 -0.046 0.003
Si 5.987 7.561 20.302 0.024 -0.045 -0.015
Si 2.211 11.365 20.392 -0.015 0.011 0.019
Si 5.347 13.773 20.434 -0.041 -0.046 0.059
Si 8.171 16.436 20.358 -0.038 -0.091 -0.734
Si 11.159 18.759 20.18 -0.036 0.146 -0.709
Si 7.724 5.87 20.271 -0.281 0.154 -0.545
Si 10.62 8.475 20.341 0.081 -0.147 -0.744
Si 8.423 10.663 20.28 -0.112 0.053 -0.751
Si 11.226 13.345 20.542 0.04 -0.012 0.079
Si 15.228 13.506 23.154 0.011 -0.012 -0.154
Si 15.524 20.962 25.321 0.159 0.042 -0.104
Si 13.206 5.25 23.249 -0.014 0.029 -0.166
Si 2.747 5.723 22.243 0.056 -0.181 -0.666
Si 12.793 11.92 21.83 -0.003 -0.114 -0.729
Si 14.635 16.398 22.872 -0.057 0.081 -0.115
Si 2.348 16.605 20.564 0.025 0.024 -0.034
Si 11.642 15.881 26.827 0.011 0.113 0.036
Si 1.554 19.538 23.627 -0.169 -0.247 -0.537
Si 4.893 7.896 22.328 0.349 -0.083 -0.537
Si 7.45 15.949 31.19 0.02 0.007 0.003
Si 6.845 21.202 25.431 -0.146 -0.018 -0.056
Si 5.867 18.052 21.72 -0.325 0.321 -0.458
Si 15.704 19.379 27.902 0.052 0.039 0.165
Si 8.818 5.542 23.277 0.043 -0.05 -0.149
Si 11.204 7.562 23.247 -0.019 -0.015 -0.127
Si 6.509 12.454 22.013 -0.193 0.33 -0.462
Si 12.744 18.336 31.264 -0.06 0.041 0.016
Si 13.327 6.883 30.123 -0.082 0.009 0.146
Si 6.442 13.808 33.066 0.069 0.322 0.557
Si 9.662 14.254 28.098 -0.13 0.043 0.074
Si 6.79 8.134 27.784 -0.067 0.079 -0.076
Si 5.374 8.752 25.116 0.06 0.02 0.075
Si 4.623 11.423 24.159 -0.016 -0.011 -0.031
Si 2.297 16.346 30.592 0.107 -0.145 0.079
Si 6.298 18.431 24.632 -0.081 0.034 -0.061
Si 6.713 15.74 25.546 0.019 -0.142 0.004
Si 1.536 17.145 27.669 -0.017 -0.009 -0.043
Si 6.13 9.065 33.017 0.439 -0.174 0.557
Si 4.166 21.295 26.646 0.165 0.061 -0.063
Si 13.543 17.161 28.623 0.114 -0.033 -0.039
Si 2.696 10.177 22.369 -0.03 0.426 -0.572
Si 13.796 11.791 30.06 0.086 -0.002 0.064
Si 15.031 19.875 32.339 -0.063 -0.04 0.056
Si 0.512 8.02 22.469 -0.368 0.042 -0.559
Si 10.772 19.573 23.05 -0.044 0.031 -0.057
Si 3.376 18.517 25.809 0.052 0.036 -0.028
Si 4.302 11.664 33.204 -0.362 0.021 0.578
Si 4.294 8.821 29.12 -0.037 -0.059 -0.066
Si 11.808 16.806 23.853 0.093 0 -0.08
Si 15.814 12.677 26.093 -0.044 0.016 -0.023
Si 9.711 11.813 26.174 0.024 -0.04 -0.071
Si 8.341 13.545 24.223 -0.067 0.018 -0.121
Si 0.122 10.619 30.78 0.018 -0.021 0.111
Si 3.433 4.34 0.375 -0.066 -0.002 -0.055
Si 15.816 23.816 34.205 0.42 0.358 0.608
Si 13.731 21.683 34.429 -0.187 -0.233 0.546
Si 14.32 9.986 26.193 0.024 -0.036 -0.077
Si 11.239 21.06 30.64 -0.003 -0.023 0.046
Si 10.228 14.763 22.135 0.147 -0.331 -0.388
Si 11.899 10.38 24.374 0.026 0.04 -0.034
Si 6.751 15.205 28.482 -0.016 0.008 0.02
Si 15.028 12.441 32.661 -0.102 -0.137 0.677
Si 12.413 9.527 28.68 0.017 0.022 0.1
Si 11.892 15.947 32.959 -0.017 -0.023 0.066
Si 3.909 14.157 29.227 -0.034 0.053 0.015
Si 2.867 7.776 26.546 0.041 0.037 0.099
Si 9.28 9.675 28.325 0.073 0.019 0.066
Si 6.596 21.557 28.238 -0.012 -0.063 -0.044
Si 6.46 20.138 34.867 0.123 -0.15 0.899
Si 13.85 14.252 27.99 0.058 0.018 0.124
Si 16.231 7.624 25.474 0.07 0.045 -0.169
Si 10.183 14.37 31.065 -0.163 -0.055 -0.032
Si 16.053 21.682 30.083 0.006 -0.084 -0.137
Si 9.39 22.905 32.014 -0.004 0.044 -0.041
Si 4.095 15.43 21.675 -0.206 -0.083 -0.617
Si 8.068 18.58 32.641 0.035 0.061 0.037
Si 9.143 12.069 32.956 0.242 -0.016 0.551
Si 1.885 14.413 26.75 -0.017 -0.005 0.07
Si 4.043 14.36 24.585 0.039 -0.089 -0.047
Si 3.947 7.294 31.673 0.064 -0.048 -0.067
Si 3.031 11.381 30.498 -0.059 0.055 -0.022
Si 14.947 17.629 8.151 0.001 0.006 0.003
Si 1.375 4.056 8.208 -0.001 0.011 0.01
Si 14.948 6.799 8.193 -0.011 -0.019 0.009
Si 1.385 9.553 8.138 -0.005 0.005 -0.006
Si 14.962 12.273 8.121 -0.007 -0.013 0.016
Si 1.326 14.935 8.139 -0.004 -0.003 0.012
Si 4.063 17.661 8.18 -0.014 -0.016 0.01
Si 6.804 4.083 8.166 -0.002 -0.011 -0.002
Si 4.126 6.814 8.165 0.026 0.021 0.011
Si 6.796 9.503 8.16 -0.017 -0.018 0.002
Si 4.054 12.237 8.137 0.011 0.008 -0.002
Si 6.789 14.963 8.172 -0.004 0.007 0.009
Si 9.531 17.688 8.123 -0.005 0.017 -0.007
Si 12.212 4.058 8.156 -0.016 -0.011 -0.003
Si 9.526 6.807 8.177 0.026 0.015 0
Si 12.247 9.533 8.169 0.014 0.014 0.019
Si 9.524 12.234 8.172 -0.007 -0.005 0.003
Si 12.261 14.964 8.126 0.007 0.004 0.001
Si 13.59 16.3 9.529 -0.013 0.01 0.016
Si -0.01 2.679 9.518 0.021 -0.014 -0.001
Si 13.586 5.417 9.515 0.009 0.002 -0.004
Si 0.014 8.184 9.499 -0.022 0.008 -0.005
Si 13.615 10.904 9.5 -0.007 -0.005 0.006
Si -0.01 13.596 9.524 0.011 0.018 0.001
Si 2.695 16.291 9.512 0.006 0.009 0.008
Si 5.435 2.716 9.519 -0.005 0.007 -0.008
Si 2.743 5.454 9.521 -0.007 -0.001 -0.006
Si 5.462 8.157 9.549 0.02 -0.026 0.007
Si 2.729 10.884 9.526 0.017 -0.011 -0.002
Si 5.421 13.592 9.506 -0.012 0.023 0.006
Si 8.171 16.326 9.5 0.003 -0.01 -0.011
Si 10.857 2.714 9.522 -0.009 0.015 -0.006
Si 8.162 5.443 9.53 0 0.014 0.005
Si 10.884 8.169 9.527 -0.017 -0.011 0.011
Si 8.152 10.876 9.518 0.003 0 0
Si 10.897 13.605 9.503 0.013 -0.015 0.008
Si 14.953 14.949 10.889 -0.001 -0.002 0.011
Si 1.355 17.66 10.882 -0.017 -0.004 -0.002
Si 14.948 4.056 10.867 -0.007 -0.003 -0.008
Si 1.366 6.816 10.866 0.019 0.012 0
Si 14.977 9.541 10.861 0.005 0.013 -0.002
Si 1.367 12.24 10.876 -0.003 -0.012 0.002
Si 4.065 14.938 10.874 0.005 -0.013 0
Si 6.8 17.668 10.868 0.019 0.007 -0.004
Si 4.093 4.089 10.886 0.011 0.009 0.009
Si 6.814 6.799 10.903 -0.009 0.009 0.01
Si 4.09 9.529 10.888 -0.005 -0.003 -0.002
Si 6.793 12.245 10.875 -0.013 -0.011 -0.02
Si 9.524 14.961 10.867 -0.002 0.022 -0.007
Si 12.217 17.667 10.871 -0.004 0.018 -0.004
Si 9.514 4.076 10.887 0.002 -0.017 -0.001
Si 12.245 6.794 10.872 0.007 -0.023 0.004
Si 9.508 9.518 10.883 -0.004 -0.003 0.001
Si 12.242 12.24 10.873 0.005 0.009 -0.001
Si -0.004 16.31 12.243 0.017 0.013 0.007
Si 2.719 2.721 12.225 0.008 0.006 -0.006
Si -0.004 5.436 12.205 -0.018 -0.017 -0.008
Si 2.719 8.176 12.24 0.004 -0.005 0.011
Si 0.014 10.888 12.236 0.013 0.001 0.002
Si 2.731 13.576 12.253 -0.005 0.006 0.002
Si 5.439 16.292 12.222 -0.023 -0.009 -0.013
Si 8.147 2.71 12.232 -0.013 0.006 0.001
Si 5.453 5.444 12.257 0.016 0.011 0.001
Si 8.155 8.171 12.265 0 -0.024 0.006
Si 5.448 10.891 12.251 0.014 0.012 0.004
Si 8.159 13.606 12.235 0.008 0.005 -0.01
Si 10.862 16.319 12.248 0.012 -0.006 -0.002
Si 13.575 2.705 12.224 -0.012 -0.019 -0.004
Si 10.889 5.436 12.232 -0.002 0.023 0.009
Si 13.615 8.169 12.208 0.014 0.01 -0.008
Si 10.871 10.878 12.23 -0.013 -0.01 -0.005
Si 13.6 13.584 12.247 -0.009 0.002 0.008
O 4.378 7.548 30.133 0.235 -0.521 -0.083
O 7.149 17.074 24.755 0.504 0.022 -0.312
O 1.835 17.894 34.059 0.103 -0.044 0.13
O 4.969 7.989 32.699 -0.09 -0.258 0.283
O 2.912 21.68 34.624 -0.289 0.023 -0.023
O 5.445 10.518 33.179 0.278 0.141 0.115
O 12.3 17.684 20.677 0.007 -0.22 0.421
O 12.67 17.396 29.963 -0.395 -0.188 0.057
O 13.978 5.429 21.839 0.317 0.24 0.211
O 11.268 8.907 24.131 -0.141 -0.186 0.241
O 0.007 13.373 21.971 0.114 -0.098 0.242
O 10.074 13.147 27 0.436 0.133 -0.225
O 10.846 9.323 28.36 0.02 -0.263 -0.345
O 2.697 14.695 25.388 -0.337 0.415 -0.157
O 6.092 18.859 23.095 -0.024 0.77 -0.029
O 5.239 21.511 25.432 -0.184 0.22 -0.717
O 10.382 19.299 21.505 -0.557 0.067 0.071
O 4.511 12.843 24.891 0.064 -0.13 0.586
O 11.335 15.827 22.655 0.468 -0.113 -0.153
O 9.512 9.577 20.876 -0.157 0.031 0.294
O 7.704 11.48 21.498 0.168 -0.174 0.357
O 13.242 7.5 31.616 -0.242 0.056 0.025
O 3.134 10.956 23.727 -0.564 -0.042 0.348
O 1.562 14.367 33.605 0.47 0.182 -0.304
O 0.252 9.008 30.916 -0.348 -0.093 -0.104
O 13.816 12.926 22.608 0.014 0.094 0.075
O 9.054 22.948 33.563 -0.001 -0.015 -0.203
O 8.22 22.096 31.23 -0.657 0.333 -0.149
O 12.463 14.536 27.213 -0.249 -0.664 0.003
O 3.259 19.994 26.437 -0.299 0.115 0.351
O 9.128 10.592 32.298 0.38 -0.066 0.254
O 12.03 9.077 33.459 -0.226 0.283 -0.744
O 16.115 16.357 33.391 -0.518 -0.003 -0.056
O 13.907 20.687 33.163 -0.501 -0.344 -0.047
O 6.528 14.782 31.784 -0.57 -0.214 -0.213
O 16.221 20.547 28.928 0.175 0.028 0.038
O 13.769 12.233 31.629 -0.654 0.257 0.063
O 8.26 5.462 21.767 0.082 -0.147 0.126
O 15.087 20.097 26.604 -0.399 -0.244 0.177
O 5.373 21.165 34.186 0.315 0.418 0.222
O 0.982 15.732 27.079 -0.498 0.097 -0.355
O 9.536 8.088 31.415 0.509 0.07 -0.167
O 2.944 17.435 26.92 0.374 -0.409 0.053
O 6.584 6.786 28.647 0.038 0.098 0.536
O 6.593 16.046 27.123 -0.075 0.312 0.296
O 5.424 11.509 22.755 -0.269 -0.593 -0.328
O 1.457 6.72 22.178 -0.212 -0.149 -0.297
O 10.749 16.136 34.111 -0.004 -0.655 0.298
O 11.356 7.871 21.663 0.499 -0.269 -0.016
O 5.266 15.293 25.019 -0.228 0.267 -0.268
O 15.186 22.392 34.732 0.13 -0.513 0.296
O 13.688 13.103 29.118 -0.188 0.046 0.107
O 3.842 10.131 29.912 0.336 -0.002 -0.003
O 12.442 6.611 23.657 0.323 0.139 0.505
O 14.55 8.436 33.744 0.065 0.588 0.055
O 16.054 7.73 23.859 -0.747 0.053 0.152
O 10.742 22.02 31.858 0.456 -0.131 0.681
O 5.072 21.078 27.979 -0.309 -0.46 0.743
O 7.463 21.56 26.872 0.478 0.35 0.144
O 3.159 11.352 32.106 -0.353 -0.192 0.266
O 5.795 8.276 23.626 0.603 -0.021 -0.108
O 3.849 8.292 25.379 -0.235 0.058 -0.429
O 15.206 11.007 29.805 -0.074 -0.169 -0.392
O 11.445 15.203 31.607 0.265 0.212 -0.264
O 2.941 14.208 27.944 0.013 -0.013 -0.235
O 1.121 15.477 31.281 -0.091 0.002 -0.365
O 12.604 10.728 29.76 -0.283 0.134 0.153
O 5.095 16.661 22.091 -0.04 0.021 0.151
O 14.786 22.631 29.779 -0.046 0.283 -0.272
O 6.358 8.09 26.215 0.068 -0.357 -0.388
O 8.064 14.262 28.365 -0.241 -0.544 -0.174
O 1.365 9.36 22.781 -0.333 0.342 0.201
O 15.913 20.89 31.478 0.551 0.048 0.106
O 12.406 17.433 32.57 -0.004 0.198 0.315
O 9.02 10.834 27.246 -0.416 0.209 -0.091
O 3.85 9.097 21.976 0.198 0.15 -0.409
O 10.38 13.932 29.524 0.463 -0.383 0.071
O 11.776 19.628 31.16 -0.189 0.013 0.341
O 14.578 18.394 28.514 0.009 -0.141 0.342
O 13.399 17.1 23.657 0.174 0.558 0.234
O 3.873 22.055 32.129 -0.1 -0.162 -0.21
O 3.674 12.736 29.935 0.361 -0.068 -0.081
O 12.476 17.151 27.4 -0.268 0.567 -0.231
O 0.59 18.421 27.41 -0.016 0.132 -0.382
O 15.604 13.944 32.385 -0.306 0.444 -0.049
O 0.314 20.154 24.471 -0.228 -0.075 0.04
O 3.135 6.198 26.762 -0.441 -0.287 0.266
O 5.45 14.289 28.76 0.115 -0.494 0.073
O 16.053 6.07 25.865 -0.074 -0.22 0.282
O 15.4 11.161 26.47 0.374 -0.104 0.198
O 14.279 15.696 28.644 0.369 -0.074 0.196
O 2.388 18.473 24.528 -0.071 -0.516 -0.095
O 5.365 10.377 25.149 0.286 0.361 0.537
O 2.508 20.814 23.275 0.407 -0.143 0.217
O 5.759 9.162 28.5 0.063 0.664 0.207
O 7.65 12.711 33.076 -0.14 -0.127 0.226
O 11.504 16.057 25.242 -0.011 -0.45 -0.018
O 14.266 18.849 31.371 0.146 -0.418 -0.429
O 8.973 15.567 21.48 -0.034 -0.274 0.046
O 12.361 21.924 29.879 0.208 -0.338 -0.249
O 9.993 13.068 32.001 0.349 0.016 -0.232
O 7.31 17.604 21.112 0.048 0.109 0.008
O 7.138 13.411 23.16 -0.309 0.44 0.141
O 15.92 17.364 22.74 0.165 -0.147 0.512
O 0.927 22.768 30.349 0.25 -0.07 -0.485
O 15.987 19.049 33.314 0.2 0.318 0.078
O 14.241 21.202 24.4 0.018 -0.156 -0.058
O 7.064 19.406 33.56 -0.025 -0.075 -0.309
O 8.756 10.058 29.807 -0.253 0.599 0.05
O 7.112 19.622 25.31 0.443 -0.219 0.538
O 4.265 17.123 33.591 0.476 -0.222 -0.263
O 8.962 15.413 31.186 0.263 0.012 0.158
O 13.451 10.268 24.845 0.364 -0.031 -0.426
O 16.147 11.315 32.228 0.247 -0.324 0.41
O 3.541 15.376 30.233 0.272 -0.086 0.433
O 11.873 11.183 22.963 -0.431 0.031 -0.14
O 3.702 14.6 23.024 -0.195 -0.237 -0.205
O 12.168 20.362 23.085 0.202 -0.195 0.005
O 10.961 18.184 23.841 -0.449 0.067 0.566
O 7.341 17.245 32.127 -0.262 -0.213 0.308
O 11.023 11.153 25.494 0.106 0.166 0.436
O 4.882 18.209 25.364 0.09 -0.371 0.065
O 15.053 15.04 23.626 0.065 0.152 0.46
O 12.959 14.947 33.642 0.343 -0.117 -0.411
O 1.729 17.019 29.255 -0.056 0.173 0.181
O 8.364 8.441 27.846 0.434 -0.37 -0.41
O 3.218 8.524 27.94 -0.455 0.326 -0.047
O 1.36 8.065 26.054 -0.061 0.212 -0.032
O 9.602 20.496 23.663 -0.259 -0.198 0.49
O 7.12 9.065 31.72 -0.365 -0.357 -0.525
O 14.865 13.734 26.855 -0.115 0.379 -0.064
O 7.864 14.639 25.307 0.35 -0.058 0.524
O 15.714 12.74 24.48 -0.039 -0.55 -0.161
O 9.934 20.805 29.7 0.025 -0.082 -0.601
O 7.556 5.706 24.262 -0.382 0.432 0.038
O 7.27 20.593 29.33 -0.203 -0.536 -0.17
O 6.956 16.266 29.69 -0.309 0.494 -0.051
O 1.465 11.243 30.134 0.018 0.297 -0.256
O 8.646 12.165 25.005 -0.387 -0.591 -0.353
O 12.976 8.096 29.142 0.008 -0.07 -0.402
O 8.503 19.446 31.368 0.225 -0.324 -0.26
O 14.173 15.945 21.391 0.047 -0.541 -0.275
O 3.528 19.628 33.013 0.031 -0.156 -0.481
O 2.503 8.001 31.815 0.065 0.402 0.063
O 2.729 17.567 31.555 0.119 0.489 -0.401
O 10.185 15.689 27.526 -0.452 0.423 -0.085
O 0.31 23.5 32.845 -0.03 -0.543 -0.241
O 12.721 22.896 34.004 -0.72 -0.013 0.287
O 9.344 18.228 33.562 0.234 0.254 -0.183
O 4.045 6.562 22.735 0.319 -0.349 0.644
O 0.992 13.078 26.566 0.192 -0.265 -0.165
O 15.1 8.575 26.12 -0.212 -0.196 0.047
O 9.685 13.983 23.452 0.199 -0.077 0.177
O 9.794 6.812 23.482 -0.167 0.213 0.298
O 13.235 9.955 27.374 -0.214 0.27 0.137
O 5.039 13.05 32.806 -0.096 0.206 -0.049

Results
total energy: -106916.920 eV
total energy less fixed offsets of O -438.35, Si -107.03 eV per atom: -3.520 eV
